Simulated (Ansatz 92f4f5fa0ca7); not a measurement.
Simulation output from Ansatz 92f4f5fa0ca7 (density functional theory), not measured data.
Periodic cell of 273 atoms, Si157O104As12, from a study of silicon, its oxide and their interface. The atomic structure is a simulated model.

Settings
functional: PBE
potential files: Ansatz PAW
basis: plane waves
wave-function cutoff: 700 eV
density cutoff ratio: 5
exchange-correlation grid ratio: 1
k mesh: 2 x 2 x 1, shifted by 0.5 0.5 0.5 of a step
self-consistency stop: 5e-08 eV per atom in the density residual
occupations: fixed
spin: none
net charge: 0

Cell vectors (angstrom)
a 11.6015 0 0
b 0 13.3963 0
c 0 0 31.4667

Atoms: element, x, y, z (angstrom)
Si -0.0374 -0.2876 24.908
As 3.8888 -0.1627 24.4732
As 7.7235 -0.0781 24.5765
Si 1.8126 3.3095 24.4929
Si 5.8751 3.2935 24.7251
As 9.6764 3.2146 24.6094
As -0.0495 6.5904 24.4502
As 3.8735 6.6282 24.5146
Si 7.6968 6.3599 24.7325
Si 1.9787 9.8895 24.7194
As 5.7237 9.9275 24.5804
Si 9.4737 10.0097 24.7905
Si -0.0022 2.0761 25.4838
Si 3.8361 2.1399 25.2933
Si 7.7521 2.1258 25.6296
Si 1.9044 5.5284 25.4738
Si 5.7019 5.4691 25.6439
Si 9.717 5.4385 25.6075
Si -0.0779 8.8449 25.4119
Si 3.8659 8.7879 25.6311
Si 7.6304 8.7131 25.4863
Si 2.0122 12.139 25.5987
Si 5.7967 12.1838 25.5925
Si 9.5519 12.1875 25.7239
Si 0.0216 2.1431 27.8724
Si 3.8592 2.2023 27.7603
Si 7.7345 2.1702 27.9648
Si 1.9239 5.5215 27.8602
Si 5.7862 5.5181 27.9781
Si 9.6897 5.5248 27.9507
Si -0.0224 8.8943 27.8277
Si 3.8488 8.8545 27.9642
Si 7.7164 8.8139 27.8742
Si 1.9566 12.2086 27.9461
Si 5.7938 12.2264 27.9348
Si 9.6362 12.2181 28.0315
Si 1.9687 1.0716 28.6769
Si 5.7641 1.0829 28.6839
Si 9.6793 1.0717 28.7246
Si 0.0159 4.3887 28.6915
Si 3.8465 4.3984 28.6884
Si 7.7444 4.415 28.7106
Si 1.8897 7.7611 28.6843
Si 5.7908 7.7548 28.7275
Si 9.6769 7.7734 28.6944
Si 0.0029 11.1066 28.6999
Si 3.8707 11.0983 28.724
Si 7.7101 11.0681 28.7107
Si 1.9336 1.1164 31.0718
Si 5.8008 1.1164 31.0718
Si 9.6679 1.1164 31.0718
Si 0 4.4654 31.0718
Si 3.8672 4.4654 31.0718
Si 7.7343 4.4654 31.0718
Si 1.9336 7.8145 31.0718
Si 5.8008 7.8145 31.0718
Si 9.6679 7.8145 31.0718
Si 0 11.1635 31.0718
Si 3.8672 11.1635 31.0718
Si 7.7343 11.1635 31.0718
Si 0 0 0.3944
Si 3.8672 0 0.3944
Si 7.7343 0 0.3944
Si 1.9336 3.3491 0.3944
Si 5.8008 3.3491 0.3944
Si 9.6679 3.3491 0.3944
Si 0 6.6981 0.3944
Si 3.8672 6.6981 0.3944
Si 7.7343 6.6981 0.3944
Si 1.9336 10.0472 0.3944
Si 5.8008 10.0472 0.3944
Si 9.6679 10.0472 0.3944
Si -0.0116 0.0701 2.7619
Si 3.8552 0.0583 2.782
Si 7.7168 0.0503 2.7751
Si 1.9697 3.3803 2.7624
Si 5.864 3.3954 2.7687
Si 9.7232 3.3507 2.7365
Si 0.0236 6.7879 2.7805
Si 3.8793 6.7581 2.7585
Si 7.7525 6.7507 2.74
Si 1.9365 10.1342 2.7853
Si 5.7943 10.1096 2.732
Si 9.6898 10.1011 2.7626
Si 0.051 2.281 3.613
Si 3.9282 2.3009 3.5547
Si 7.8062 2.2793 3.5932
Si 1.9508 5.6241 3.5072
Si 5.8234 5.6459 3.5231
Si 9.694 5.5925 3.4163
Si 0.0257 9.0492 3.6458
Si 3.878 9.007 3.5462
Si 7.7268 9.0052 3.4751
Si 1.8957 12.3909 3.5894
Si 5.7813 12.3253 3.5735
Si 9.6581 12.335 3.534
Si 0.0838 2.3909 6.0176
Si 4.0317 2.4464 5.9161
Si 7.8866 2.3934 5.9839
Si 1.9749 5.6643 5.8378
Si 5.8567 5.7252 5.8644
Si 9.7045 5.6081 5.7143
Si 0.0962 9.127 6.0634
Si 3.9141 9.0089 5.899
Si 7.7167 9.0602 5.8039
Si 1.8681 12.5646 5.978
Si 5.8064 12.3467 5.9491
Si 9.5923 12.3526 5.8919
Si 2.1245 1.4536 6.8379
Si 5.9635 1.2302 6.6845
Si 9.7955 1.1498 6.8396
As 0.005 4.6529 6.9085
As 3.9405 4.6596 6.9255
As 7.7994 4.6469 6.9157
As 2.0361 7.8482 6.869
As 5.8615 7.9272 6.92
Si 9.6916 7.8674 6.3993
Si -0.0764 11.497 6.9599
Si 3.7344 11.3138 6.667
As 7.713 11.2065 6.9533
O 3.2553 11.522 8.2671
O 6.1383 1.1462 8.329
O 2.4111 1.7852 8.4768
O 9.4677 7.4792 7.9931
O 11.2982 11.9464 8.6115
O 9.9564 0.8458 8.5047
O 9.1527 10.3283 23.1818
O 2.197 9.779 23.0599
O 6.2346 3.5665 23.0987
O 7.6983 5.8453 23.1155
O 1.5234 3.5067 22.8208
O 11.4621 12.5221 23.3289
Si 10.0689 9.4054 17.8604
Si 14.9627 -6.9953 11.6278
Si 6.0515 11.5568 11.0225
Si 12.8226 9.4275 18.9593
Si 12.311 12.9249 21.9977
Si 0.9803 2.5587 21.5791
Si 2.9607 2.3146 19.0127
Si 24.5727 8.3631 10.2559
Si 17.56 3.6885 13.5619
Si 4.2476 15.3135 11.9198
Si 3.8103 8.818 13.0425
Si 17.1192 2.7615 16.3681
Si 4.5388 -0.3685 18.8935
Si 13.4904 12.1348 17.7312
Si 10.1822 7.8731 9.374
Si -0.4119 -3.8595 12.6654
Si 6.6178 6.6069 14.5954
Si 17.6294 7.6728 11.7497
Si 9.586 2.8492 15.415
Si 9.4546 2.6245 20.8438
Si 2.5229 7.5475 17.1065
Si 2.5729 10.5125 21.6515
Si 10.4192 12.5037 17.571
Si 17.2178 -2.5417 20.7495
Si 10.1156 13.8025 12.4712
Si 8.7638 13.3558 15.1147
Si 5.0265 8.9521 15.8817
Si 8.3327 10.5625 21.8153
Si 2.7268 1.1715 16.2994
Si 8.4418 9.4245 11.1173
Si 4.1161 4.9937 17.8661
Si 8.3695 2.8774 11.536
Si 16.0071 -0.8038 13.4592
Si 13.358 15.2595 9.9773
Si 13.5936 -2.1484 12.3843
Si -0.712 -0.094 9.4989
Si 3.2653 -2.4961 9.7643
Si 7.5801 -4.5925 19.6337
Si 7.2665 4.5142 22.2374
Si 8.0619 3.3687 18.0468
Si 6.4306 14.5536 9.9108
Si 5.9452 11.9703 16.1477
Si 12.2273 1.9863 14.0698
Si 9.457 5.7584 14.402
Si 24.4305 4.1596 11.756
Si 11.4456 7.858 15.4268
Si 6.6203 5.7431 19.4347
Si 10.0316 18.8976 11.4802
Si 9.776 -0.3378 20.4238
O 5.3816 -1.6987 12.5082
O 11.1498 2.4229 15.2229
O 10.0378 10.9457 17.3725
O 8.5625 9.0277 18.3484
O 12.65 3.215 13.0786
O 14.3796 15.0586 11.2528
O 4.174 10.3772 21.3512
O 9.2266 3.3917 16.9066
O 5.4334 -0.7106 17.5426
O 7.7585 2.0417 10.2695
O 4.9172 12.415 14.9763
O 21.4819 6.6337 10.3541
O 8.432 9.1576 20.9833
O 21.0576 9.2703 9.8441
O 10.1803 -0.3553 10.9915
O 18.2624 7.4481 13.2226
O 4.2199 1.2326 19.2001
O 5.1462 5.8775 18.76
O 20.9834 6.1538 12.8251
O 21.0006 4.1323 14.4273
O 6.5124 -0.3792 10.4512
O 10.5118 8.4639 16.6144
O 2.5288 -0.4693 16.4354
O 17.4733 5.2197 14.1399
O 8.956 11.7808 20.9522
O 3.5211 3.8273 18.8266
O 11.9957 12.764 17.9011
O 8.5892 1.5922 15.0816
O 15.9302 9.3406 14.4674
O 11.3917 8.864 14.1386
O 1.8439 7.9884 18.5224
O 5.8678 10.3094 16.3269
O 12.7139 16.7257 10.3377
O 13.7119 1.8628 17.6696
O 9.5769 -0.2202 18.8038
O 11.0674 2.9682 21.045
O 4.5701 3.2786 12.7835
O 3.8111 -4.8518 16.8912
O 8.5753 3.6269 21.7822
O 16.6026 -6.9458 11.2161
O 5.2089 15.3265 10.6264
O 6.727 2.5328 17.4902
O 14.899 7.2555 13.0468
O 1.7522 9.8099 20.4372
O 11.9903 8.6472 11.5481
O 2.4303 -1.6117 10.8819
O 2.9883 5.9878 17.2388
O 9.3941 1.8643 12.2946
O 17.7694 2.7574 14.8817
O 1.9737 2.4668 20.2921
O 16.4688 4.2387 16.6319
O 11.8008 8.0665 9.1351
O 10.0154 -0.2387 16.1458
O 5.3919 -1.0508 20.1056
O 1.0683 14.4806 22.2561
O 9.553 9.5722 12.3639
O 7.4452 12.526 15.6806
O 9.2327 4.1585 11.0088
O 10.8129 6.3871 15.0603
O 14.2822 4.9338 11.8277
O 18.8019 3.431 12.5351
O 0.0136 18.6332 11.7518
O 13.9852 7.1151 10.5234
O 14.6314 -1.0393 18.8888
O 5.9145 7.5734 15.7211
O 11.366 12.7662 20.6872
O 16.5983 8.9334 11.9208
O 16.1577 0.734 12.9827
O 18.777 7.244 19.6453
O 7.3741 8.1433 10.9436
O 4.8824 -2.5186 10.0853
O 7.5985 4.8912 18.4333
O 11.592 0.7602 13.1516
O 1.4031 7.6775 15.9077
O 7.4536 10.7199 11.1064
O 2.3947 9.5147 9.7094
O 11.1917 9.288 19.0506
O 6.7333 -2.4456 21.9497
O 8.8321 2.7415 19.3377
O 2.0779 12.0708 21.7835
O 1.9787 1.5926 14.9144
O 2.5954 9.7468 12.5655
O 8.1262 6.3381 15.1522
O 0.6254 0.7083 9.9633
O 9.2913 14.4197 21.195
O 2.8019 -1.1933 13.4256
O 13.2497 10.5078 17.7692
O 6.2345 9.7781 19.6427
O 4.3129 1.6376 16.3108
O 6.5017 5.0026 20.8824
O 9.2248 12.9294 13.576
O 11.9711 11.0264 12.6333

Results
free energy: -217253.694 eV
free energy less fixed offsets of As -4857.07, O -569.03, Si -635.61 eV per atom: 1.036 eV

Forces (eV/angstrom), in the order of the atoms: element, x, y, z
Si -0.0262 -0.0004 -0.0947
As 0.0541 0.0048 0.0213
As -0.0109 -0.0043 -0.0007
Si -0.0351 0.0009 -0.0853
Si 0.0344 -0.03 -0.087
As -0.0037 -0.0284 0.0543
As -0.0129 -0.0089 0.0202
As 0.0057 -0.0338 0.0049
Si 0.0004 0.0131 -0.0933
Si 0.0393 -0.0158 -0.0693
As -0.0399 -0.0186 0.074
Si -0.0362 -0.0296 -0.0676
Si -0.0149 -0.0144 0.0037
Si 0.004 0.006 0.0541
Si 0.0364 -0.0203 -0.0353
Si 0.0088 0.0255 -0.0298
Si -0.0497 0.0635 -0.0291
Si 0.0433 -0.0007 -0.0093
Si -0.0124 -0.0178 0.0168
Si 0.0752 0.0045 -0.0221
Si -0.0186 0.0034 -0.01
Si 0.0315 0.0314 0.0124
Si -0.0358 -0.0167 -0.0258
Si -0.0327 0.0435 -0.0363
Si 0.0562 0.0176 0.0069
Si -0.0076 0.015 -0.0282
Si -0.0361 -0.013 0.0013
Si -0.0011 -0.0101 0.0212
Si 0.0062 0.0076 0.0076
Si -0.0107 0.0122 -0.028
Si -0.0008 0.0096 -0.0267
Si -0.0226 -0.0088 0.0089
Si 0.0211 0.022 0.0137
Si -0.0058 0.0169 -0.0169
Si 0.0033 -0.0072 0.0194
Si 0.0052 0.0076 0.0178
Si -0.0447 -0.0008 0.0189
Si 0.0316 0.0028 0.0048
Si -0.0081 0.0086 -0.026
Si 0.0355 -0.0072 0.0103
Si -0.0457 -0.0002 0.0003
Si 0.0052 0.0097 0.0204
Si 0.0379 -0.0037 0.0186
Si -0.004 0.0097 -0.0141
Si -0.0325 -0.0099 0.0126
Si 0.0169 0.0016 0.0277
Si 0.032 0.0051 -0.0034
Si -0.0452 -0.0201 0.0017
Si 0.1282 0.0074 -0.2007
Si -0.16 0.0069 -0.1156
Si 0.0902 0.0593 0.0827
Si 0.0479 -0.1695 -0.0271
Si -0.11 -0.1597 -0.0457
Si -0.0091 -0.0546 0.0694
Si -0.1612 -0.1399 -0.1345
Si 0.0254 -0.0575 0.1481
Si 0.0379 -0.015 -0.0819
Si 0.0325 -0.1773 -0.0228
Si 0.0521 -0.1086 0.1335
Si -0.1216 -0.2467 0.072
Si -0.0577 0.1295 -0.0646
Si -0.0357 0.066 0.1615
Si -0.0153 0.0807 -0.0364
Si 0.0122 -0.0133 0.0488
Si 0.1369 0.0275 0.0402
Si 0.0946 -0.1466 -0.1652
Si 0.0829 0.2809 0.1157
Si 0.0422 0.1244 -0.0956
Si -0.0353 0.0887 -0.1852
Si -0.0142 0.1766 0.1584
Si -0.035 0.1513 -0.1424
Si 0.0865 0.0659 0.0108
Si -0.0243 -0.0057 -0.0049
Si 0.0601 -0.0031 -0.0189
Si 0.0039 -0.0032 0.0124
Si -0.0028 0.0037 0.0029
Si -0.0163 0.0061 0.0038
Si 0.0029 0.0104 -0.0048
Si 0.0076 0.0199 -0.0421
Si -0.0023 0.0226 -0.0232
Si -0.0201 0.0013 -0.0103
Si 0.0312 0.0008 -0.0103
Si -0.0444 -0.0067 0.0167
Si 0.0271 -0.0159 -0.0218
Si -0.0122 -0.0036 0.0226
Si -0.0053 -0.0016 0.008
Si -0.0006 0.0018 0.0095
Si -0.0066 0.001 0.0075
Si 0.0083 -0.0022 -0.0074
Si 0.0123 -0.0109 -0.0166
Si -0.0184 -0.0147 -0.0043
Si 0.0155 -0.0095 -0.0174
Si 0.0032 0.0011 0.0164
Si -0.0099 -0.0286 0.0125
Si -0.0141 0.0019 -0.0089
Si 0.0315 -0.0045 0.0055
Si 0.0061 0.0132 -0.0154
Si 0.0302 -0.012 -0.0084
Si 0.0229 -0.0186 -0.0038
Si 0.0088 -0.0057 0.0152
Si -0.0072 -0.0136 0.0266
Si -0.002 -0.0334 0.0299
Si -0.0188 0.0237 -0.0266
Si -0.0381 0.0147 -0.0077
Si -0.0435 -0.0071 0.0375
Si -0.0321 -0.0291 0.0093
Si -0.0102 -0.0322 0.0228
Si -0.0455 0.0083 0.0402
Si 0.0044 0.0131 0.0418
Si -0.0131 0.0208 0.053
Si -0.0437 -0.0046 0.0567
As 0.0208 -0.0116 0.0364
As 0.011 -0.0114 0.0499
As 0.0327 -0.0128 0.0337
As 0.0517 0.0014 0.0053
As -0.001 0.0025 -0.0122
Si -0.0524 0.0128 0.0856
Si -0.0089 -0.0062 0.0445
Si -0.0301 0.0084 0.0666
As 0.0224 0.0624 -0.0499
O 0.0482 -0.0294 0.0395
O -0.0093 -0.0104 -0.0114
O -0.0374 -0.0167 -0.0063
O 0.0476 -0.0096 -0.0156
O 0.034 0.0289 -0.0063
O 0.0073 -0.0169 -0.0207
O 0.0198 0.0258 -0.0057
O -0.0238 0.0298 -0.0103
O -0.0097 0.0344 -0.0045
O -0.0122 -0.0152 -0.0077
O 0.0243 0.0158 0.0092
O 0.0184 0.0162 -0.0069
Si -0.004 -0.0007 -0.0054
Si -0.0045 -0.004 0.0053
Si -0.0058 -0.0055 0.0028
Si 0.0013 -0.0024 0.0051
Si 0.0126 0.0128 0.0016
Si 0.0054 -0.0103 -0.0013
Si -0.0048 0.002 0.0047
Si -0.0083 -0.0011 -0.0072
Si -0.0036 -0.002 0.0101
Si -0.0059 0.003 0.0126
Si -0.0048 0.0001 0.0082
Si 0.0018 -0.0003 -0.0005
Si 0.0007 0.0022 0.0016
Si -0.0022 -0.0016 -0.0007
Si 0.0212 0.0131 -0.0009
Si 0.0038 -0.0018 0.0113
Si -0.001 0.0018 0.0071
Si -0.0011 -0.001 0.0102
Si -0.002 0.0034 0.003
Si 0.0041 0.001 -0.0025
Si -0.0006 -0.0005 -0.0013
Si -0.0152 0.0097 -0.01
Si -0.0008 0.0034 -0.0031
Si -0.006 0.0052 -0.0026
Si -0.0008 -0.0026 0.0149
Si -0.001 -0.0007 -0.0004
Si 0 0.0021 0.0071
Si 0.0073 0.0037 -0.0094
Si -0.0021 0 -0.0026
Si 0.0033 0.0003 0.0037
Si -0.0016 0.005 -0.0019
Si 0.0013 0.0023 0.0068
Si -0.0038 -0.0001 0.0151
Si -0.0059 -0.0032 0.0021
Si -0.0052 0.0075 0.0057
Si 0.0218 -0.006 0.0283
Si 0.0061 0.0005 -0.0262
Si 0.0014 -0.0028 -0.0077
Si -0.0053 0.0017 -0.0159
Si 0.0032 0.0001 -0.0018
Si 0.0023 0 0.0156
Si -0.0024 0.0002 -0.0009
Si 0.0055 0.0012 0.0025
Si -0.0015 0.0028 0.0037
Si 0.0038 0.0035 0.0089
Si -0.0017 0.0018 0.0023
Si -0.0017 0.0046 -0.003
Si 0.0001 0.0055 0.0088
Si 0.0064 -0.0042 -0.0004
O 0.0005 0.0184 -0.0102
O -0.0082 -0.0078 -0.0164
O 0.0126 -0.0102 0.0249
O 0.014 0.0029 0.02
O -0.0148 -0.0072 -0.005
O 0.007 -0.0133 -0.0084
O -0.0011 0.0122 0.0078
O -0.0205 -0.0109 -0.0117
O -0.0036 -0.0207 -0.0085
O -0.0094 0.0008 0.0098
O 0.0162 -0.0147 -0.0064
O 0.0136 0.0001 -0.0014
O -0.0306 0.0247 -0.0075
O -0.0086 -0.0293 0.0106
O -0.0055 0.0134 0.0014
O -0.007 -0.0074 0.0159
O -0.0231 -0.0043 0.0005
O 0.0044 -0.0246 -0.003
O 0.0143 -0.0203 0.0095
O 0.0003 0.0102 0.0148
O -0.0158 0.0096 -0.0023
O 0.0165 0.0063 0.0038
O -0.0065 0.0285 0.0142
O 0.0185 -0.0143 -0.0071
O 0.0055 0.0018 0.0102
O 0.0071 -0.0001 -0.0187
O -0.014 -0.0092 -0.0109
O 0.0178 0.007 0.0094
O 0.0099 -0.0198 -0.0056
O -0.0046 -0.0113 -0.0014
O -0.003 0.0186 -0.0175
O -0.0161 0.016 -0.009
O 0.0018 -0.0021 0.015
O 0.0322 -0.0066 0.0076
O 0.0172 -0.0136 0.0069
O -0.0056 -0.0137 0.016
O 0.0287 0.0013 0.001
O -0.0083 -0.016 -0.0111
O -0.0214 0.0083 0.0049
O -0.0149 0.0154 0.0143
O 0.0118 -0.0123 0.0108
O 0.004 0.0318 -0.0133
O 0.0123 0.0156 -0.0383
O 0.0131 0.0122 0.0047
O -0.0108 0.0192 0.0322
O 0.0067 -0.0184 0.0122
O 0.013 0.0142 0.0117
O -0.0035 -0.0138 -0.0193
O -0.0098 0.0177 -0.0027
O -0.0044 0.0003 -0.0002
O 0.0006 -0.0181 0.0238
O -0.0133 -0.0048 0.0333
O -0.0153 -0.0066 0.0036
O -0.0119 -0.0202 0.0024
O -0.0084 -0.0087 -0.0197
O 0.0103 -0.0004 -0.004
O 0.0009 0.0076 0.002
O -0.0005 0.0048 0.0165
O -0.0174 0.0182 -0.0111
O -0.025 -0.0044 -0.0033
O -0.0082 -0.0114 -0.0144
O -0.0117 -0.0171 -0.0114
O 0.0008 -0.0005 0.0218
O 0.0165 0.0074 -0.0009
O -0.0076 0.0095 -0.0129
O -0.0225 0.0155 0.033
O -0.0036 -0.0196 0.0107
O -0.0079 -0.0145 -0.0135
O -0.0049 0.0022 0.0074
O -0.0062 0.0174 -0.0106
O 0.013 0.013 0.0362
O -0.0143 -0.017 0.0181
O -0.0208 0.0196 0.0085
O -0.0139 0.0021 0.0209
O -0.0075 -0.0113 0.0012
O -0.0107 0.0042 -0.009
O 0.0115 0.0056 -0.0269
O 0.0116 -0.0188 -0.0295
O -0.0079 0.0133 0.0091
O -0.0172 -0.0224 -0.0022
O -0.0024 0.0001 0.0118
O 0.0076 0.0053 0.0018
O -0.0023 -0.0101 -0.0291
O -0.0103 0.0058 -0.0191
O 0.0186 -0.0058 -0.0147
O 0.0226 0.0006 -0.0135
O -0.0135 -0.0098 0.0269
O 0.0177 0.0042 0.0369
O -0.0147 0.024 -0.0062
O 0.0195 0.0052 0.0009
O 0.0085 0.0316 0.008
O 0.0012 -0.0223 -0.0075

The program warned: the cutoff lies below the one the program advises for these potential files; the exchange-correlation potential is rough where the density is thin.
